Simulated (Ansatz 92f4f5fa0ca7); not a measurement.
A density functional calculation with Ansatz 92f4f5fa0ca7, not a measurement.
Periodic cell of 247 atoms, Si165O82, from a study of silicon, its oxide and their interface. The atomic structure is a simulated model.
Doubt: the cutoff is far below the 930 eV that the study's wrapper takes by default for these files, so forces and energies are approximate.
This geometry differs little from another in the collection (a relaxation step or a small displacement).

Settings: functional PBE; potential files Ansatz PAW; basis plane waves; wave-function cutoff 580 eV; density cutoff ratio 5; exchange-correlation grid ratio 1; k mesh 1 x 1 x 1, Gamma-centred; self-consistency stop 5e-08 eV per atom in the density residual; occupations fixed; spin none; net charge 0.

Cell vectors (angstrom)
a	10.938	0	0
b	0	10.938	0
c	0	0	36.9373

Atoms and the computed forces on them: element, x, y, z (angstrom), force x, y, z (eV/angstrom)
Si	0	0	0.683	0.0154	-0.0261	0.0017
Si	5.469	0	0.683	-0.0106	0.0244	-0.0007
Si	2.7345	2.7345	0.683	-0.0583	0.0283	0.0327
Si	8.2035	2.7345	0.683	-0.0626	0.029	-0.0265
Si	0	5.469	0.683	-0.0388	0.0595	0.0053
Si	5.469	5.469	0.683	0.0275	0.031	-0.017
Si	2.7345	8.2035	0.683	-0.0936	0.0526	-0.0185
Si	8.2035	8.2035	0.683	-0.0049	-0.0164	0.0407
Si	1.3673	1.3673	2.0503	-0.0533	-0.0502	-0.0999
Si	6.8362	1.3673	2.0503	0.0259	-0.0213	0.2245
Si	4.1018	4.1018	2.0503	0.0242	0.1697	0.0463
Si	9.5708	4.1018	2.0503	-0.1978	0.0082	-0.1205
Si	1.3673	6.8362	2.0503	-0.1172	0.2355	0.0255
Si	6.8362	6.8362	2.0503	-0.191	-0.0515	-0.0681
Si	4.1018	9.5708	2.0503	0.0912	0.032	0.0056
Si	9.5708	9.5708	2.0503	0.0374	0.0934	0.0864
Si	2.7345	0	34.8858	-0.2281	-0.0498	0.1836
Si	8.2035	0	34.8858	0.3901	-0.2638	-0.0691
Si	0	2.7345	34.8858	0.1668	-0.1614	-0.1556
Si	5.469	2.7345	34.8858	-0.2622	0.3524	0.1592
Si	2.7345	5.469	34.8858	0.1854	-0.1756	-0.2707
Si	8.2035	5.469	34.8858	0.0787	-0.1616	0.2858
Si	0	8.2035	34.8858	0.0504	0.1322	-0.0861
Si	5.469	8.2035	34.8858	-0.0674	-0.1695	-0.069
Si	4.1018	1.3673	36.2531	0.0274	0.0173	-0.0164
Si	9.5708	1.3673	36.2531	0.0682	-0.0995	0.0167
Si	1.3673	4.1018	36.2531	0.0843	-0.0797	-0.0159
Si	6.8362	4.1018	36.2531	-0.0445	0.0214	0.0265
Si	4.1018	6.8362	36.2531	0.104	-0.097	0.0234
Si	9.5708	6.8362	36.2531	-0.0588	0.0137	-0.0205
Si	1.3673	9.5708	36.2531	-0.0305	0.0841	0.0276
Si	6.8362	9.5708	36.2531	0.0731	-0.0347	-0.033
Si	-2.624	-3.9943	17.2519	-0.0239	0.0006	-0.0196
Si	5.7887	-0.6381	26.6182	0.0335	0.129	0.117
Si	4.1069	6.9478	24.6952	0.0078	-0.0011	0.03
Si	4.6149	1.3842	21.5516	-0.0148	-0.0325	0.0022
Si	-1.6771	0.0868	26.7504	0.0653	0.0744	-0.0202
Si	1.0248	8.5375	20.0552	0.0328	-0.0013	-0.031
Si	7.5331	5.9567	27.358	-0.0475	-0.0033	0.0653
Si	7.6835	10.6505	24.1385	-0.0313	-0.0387	0.0006
Si	4.1674	6.8312	30.7696	0.0286	-0.0877	0.0305
Si	5.5649	4.8103	26.418	0.025	-0.0106	0.0946
Si	3.8153	7.4712	18.9737	0.0613	0.0634	0.0134
Si	4.1791	3.8343	28.1678	0.0258	0.0049	-0.1333
Si	0.4979	6.2388	21.8448	0.0076	-0.006	-0.013
Si	1.5975	6.7109	27.9859	-0.0008	0.0867	-0.0867
Si	3.4233	10.3607	29.392	0.0049	-0.0633	-0.1859
Si	8.1364	10.791	29.8247	0.0934	0.0917	-0.0737
Si	-0.5209	3.1682	29.4538	-0.0396	0.0645	0.0331
Si	13.6036	2.4301	27.0122	-0.1516	-0.0129	-0.0123
Si	-1.7284	1.7344	22.6268	0.0105	0.0125	0.0202
Si	8.6062	6.325	25.2849	-0.0266	0.0093	-0.0566
Si	-2.2974	5.0003	29.3715	-0.0252	-0.0281	0.0073
Si	9.5862	4.013	20.6905	-0.0141	0.0092	0.0041
Si	1.4504	9.4672	30.5477	-0.0656	-0.0004	0.0311
Si	2.8585	5.3772	29.4477	-0.0139	-0.0211	0.0426
Si	4.2189	1.2143	30.7529	0.0225	0.1445	0.0863
Si	9.5732	1.4024	30.837	-0.0011	-0.0178	0.0413
Si	1.3324	4.07	30.7232	-0.017	-0.0124	-0.0011
Si	6.9613	4.0118	30.7575	-0.0282	0.0393	-0.0018
Si	5.2219	8.6184	29.6084	-0.026	0.0874	0.0165
Si	9.6176	6.7209	30.7225	-0.0031	0.0037	-0.0316
Si	2.5609	8.9347	26.1266	-0.025	-0.046	0.0317
Si	6.755	9.5214	31.1365	-0.0224	-0.1066	-0.0745
Si	0.1072	-0.0334	32.0202	0.0379	-0.0062	0.0016
Si	5.4528	0.0195	32.3567	-0.0636	0.0862	-0.0167
Si	2.7423	2.6484	32.0296	-0.0035	-0.0585	0.018
Si	8.2306	2.7056	32.2497	-0.0575	-0.0256	-0.0552
Si	0.0532	5.45	32.1628	-0.0077	0.0162	0.02
Si	5.542	5.4294	32.0912	0.0446	-0.0215	-0.0084
Si	2.7231	8.1567	32.1046	-0.0671	0.0166	0.0315
Si	8.247	8.0773	32.1695	0.0251	-0.0447	0.0533
Si	1.3879	1.3438	33.4825	-0.0088	0.0079	-0.025
Si	6.8448	1.388	33.6033	0.0502	0.0228	0.0348
Si	4.0941	4.0721	33.4397	0.0159	0.023	0.0004
Si	9.5907	4.1161	33.5356	0.0308	0.0139	0.0237
Si	1.3713	6.8343	33.5268	0.0242	0.0119	0.0261
Si	6.8398	6.7899	33.5373	-0.0254	0.0037	-0.0143
Si	4.045	9.5392	33.5447	-0.0149	-0.0467	0.0321
Si	9.6101	9.5613	33.4494	-0.0094	0.0314	-0.0095
Si	2.7447	0.0168	3.4119	-0.0144	0.0039	-0.0017
Si	8.2085	-0.0081	3.438	-0.0156	0.0203	0.0046
Si	-0.0224	2.727	3.3905	-0.0095	0.0006	0.0051
Si	5.4532	2.7427	3.4301	0.0117	-0.0071	-0.0083
Si	2.7381	5.5103	3.4075	0.0236	0.0148	0.0075
Si	8.1712	5.4585	3.4111	-0.0114	-0.0265	-0.0048
Si	-0.008	8.2204	3.4496	0.0159	0.0108	-0.0025
Si	5.4649	8.2007	3.4224	-0.0079	-0.0018	0.0088
Si	4.0542	1.4144	4.8017	-0.0314	0.0239	-0.0169
Si	9.5563	1.4011	4.8088	0.0099	0.0043	0.0015
Si	1.3088	4.1572	4.6863	-0.0081	-0.0166	-0.0305
Si	6.782	4.132	4.8168	0.0068	0.0305	0.0017
Si	4.0424	6.9207	4.8263	-0.0032	-0.0049	0.0035
Si	9.4884	6.8517	4.768	-0.0014	0.0143	-0.018
Si	1.3794	9.6373	4.8096	0.0099	-0.0157	0.0295
Si	6.8336	9.5483	4.7979	0.0066	0.0104	-0.0102
Si	0.0662	0.1152	6.1881	0.0016	0.0125	-0.0255
Si	3.2135	0.7827	8.7864	-0.0459	0.0273	0.1507
Si	-1.2773	-1.3533	7.4207	-0.0221	0.1289	0.0222
Si	10.7733	2.9001	9.0881	0.0012	0.185	-0.0555
Si	-4.1405	1.3405	7.4705	0.0283	-0.0045	0.0358
Si	3.0909	2.7425	17.5678	0.0378	0.0176	-0.0146
Si	0.8807	4.5979	10.4671	0.079	0.0535	0.0954
Si	8.1658	8.1728	6.2278	-0.085	-0.011	-0.0632
Si	4.1219	-1.1625	7.6486	-0.005	0.0009	-0.047
Si	10.8415	-2.7968	8.8568	0.0423	-0.1031	0.1223
Si	5.4541	0.014	6.0948	0.0255	-0.0639	-0.0064
Si	10.8686	5.4766	6.0522	0.0231	-0.015	-0.0106
Si	1.228	6.8445	7.4211	0.0529	0.0595	-0.0109
Si	6.6626	6.8564	7.6411	0.0719	-0.1135	-0.0448
Si	6.0742	14.5684	10.3271	0.1358	0.05	0.0644
Si	9.0119	7.1759	10.0754	0.0851	0.0272	0.0301
Si	2.9375	1.138	11.1271	-0.0073	-0.0361	0.0701
Si	11.405	-0.3866	22.3446	0.0096	-0.0021	0.0213
Si	-1.4022	4.1672	7.494	0.0811	-0.1156	-0.0078
Si	5.3708	-2.6011	9.0624	-0.0076	0.0308	0.0704
Si	-1.5266	9.2751	18.9455	-0.0265	-0.0201	-0.0184
Si	8.1685	2.7656	6.1754	0.0033	-0.0161	-0.0317
Si	5.3785	5.5269	6.1715	0.0063	0.0334	-0.0254
Si	8.2341	10.8365	8.7481	0.015	0.0303	0.0042
Si	1.3194	1.6129	7.6256	0.0776	-0.0263	-0.07
Si	5.4114	1.6121	12.6195	-0.078	-0.0081	-0.0629
Si	2.6246	2.8536	6.0894	-0.0652	-0.0197	0.0064
Si	3.9495	4.1827	7.4848	0.0535	-0.0401	-0.0275
Si	7.4266	9.1001	10.1833	0.0663	0.0297	0.0178
Si	7.6183	5.1631	18.6867	-0.0631	0.0781	-0.0315
Si	2.7115	8.3194	6.2711	-0.0086	-0.0091	-0.0357
Si	9.6375	12.0704	10.2247	-0.0782	-0.2089	0.1051
O	36.5553	-2.4398	25.0456	-0.0134	0.0179	-0.0152
O	-27.3668	-3.2458	14.9019	0.017	-0.0004	0.0199
O	23.2077	-20.64	20.0619	-0.0188	0.0213	-0.0092
O	-2.0005	10.5748	25.1997	0.0076	-0.0384	0.0256
O	9.0114	32.7309	13.7637	-0.0015	0.0124	-0.0193
O	6.0702	-5.6301	19.2287	-0.0058	-0.0359	-0.0022
O	-0.1386	-12.2398	23.5398	0.0105	-0.0244	-0.015
O	-5.4693	6.882	12.4368	-0.1722	-0.0523	-0.1908
O	13.6463	-4.8173	24.665	0.0158	-0.0008	-0.028
O	-2.2972	1.3691	11.5431	0.0222	0.0209	-0.0165
O	-18.0524	4.2923	23.1667	-0.0037	0.0111	-0.007
O	28.2645	-6.1597	22.7239	-0.0124	-0.0094	-0.0026
O	21.8053	11.1378	10.8461	-0.1061	-0.0093	-0.0262
O	0.08	20.393	19.1125	0.0149	0.001	0.0226
O	-26.3797	-20.3777	17.6882	0.0088	0.0038	0.0058
O	-14.8902	18.8562	17.0394	0.0111	0.0146	-0.011
Si	7.4263	-2.0892	21.4893	-0.0026	-0.0359	0.0184
Si	11.3785	2.031	18.8861	0.009	0.0076	0.0286
Si	-12.5533	18.2423	14.3347	-0.0162	-0.0259	-0.0066
Si	16.3962	-1.3052	20.5314	-0.061	-0.0743	-0.0283
Si	5.3165	-9.8572	18.7668	-0.0048	-0.0101	0.0012
Si	10.7008	-4.3632	11.6318	0.0157	-0.0314	-0.0962
Si	34.1396	19.2841	10.8228	-0.1511	-0.079	0.0096
Si	24.3771	5.5463	8.866	-0.1572	-0.0602	0.0451
Si	12.0798	10.5541	11.8166	0.1593	0.2132	-0.0796
Si	24.3314	-18.3309	11.9278	-0.2008	-0.1317	-0.2141
Si	13.1666	1.6351	21.4187	0.0052	-0.026	0.0046
Si	28.6549	8.3065	27.7869	0.0477	-0.0821	-0.0973
Si	22.1248	-8.6493	27.3854	0.1611	-0.0354	-0.1155
Si	7.4255	-19.3268	16.959	-0.0226	0.0317	-0.0056
Si	16.592	-8.3706	29.4154	0.1906	-0.2056	0.0017
Si	15.4417	16.8935	11.4589	0.2828	-0.1708	0.1304
Si	25.3053	-7.8784	14.5474	-0.0144	0.0004	-0.0703
Si	8.105	-5.5637	8.8794	-0.22	-0.0122	0.1781
Si	8.994	9.2563	28.2833	-0.0713	0.0926	-0.0484
Si	16.7581	15.5524	15.3441	0.0129	0.0176	-0.0055
Si	-0.5725	10.2845	14.458	0.0198	-0.0385	-0.0449
Si	6.4895	6.4035	22.9861	0.0243	0.0139	-0.0312
Si	-5.9187	13.3496	8.6261	-0.0373	-0.0308	-0.0837
Si	-7.5005	-21.8635	27.0221	0.0563	0.0222	0.0518
Si	5.3342	25.6069	23.4559	0.0054	0.0003	0.0207
Si	-0.0062	-2.7243	24.3295	0.013	0.0243	0.0298
Si	16.4991	-14.5325	16.4965	0.0049	-0.0268	0.0122
Si	24.8126	-6.4614	21.8159	0.03	0.0159	-0.0117
Si	21.8163	8.0506	29.2115	0.0683	-0.0466	0.0185
Si	23.7401	4.9518	25.4047	-0.0161	-0.0507	0.0646
Si	9.9064	-10.17	17.2449	-0.0535	-0.0238	-0.0337
Si	-4.0203	11.8513	28.144	-0.1601	0.1351	-0.1132
Si	3.388	-3.5794	10.0859	0.05	0.0862	-0.037
Si	26.3105	5.1612	19.1457	0.0384	0.0377	-0.0327
Si	-0.6478	3.7677	24.7467	-0.0182	-0.0577	0.0585
Si	18.9419	-10.7248	12.5319	-0.0181	-0.0064	0.0039
Si	28.2566	-4.0156	13.7678	-0.0085	-0.0067	0.0031
O	22.9876	-46.1151	25.4566	-0.0333	0.0217	-0.0368
O	15.8875	17.2001	25.9113	0.0091	-0.0244	-0.0254
O	12.8464	3.2193	21.6897	-0.0149	0.0194	0.0074
O	-2.1299	-9.1407	16.5464	0.027	-0.0157	0.0193
O	17.6126	-5.5799	14.1757	-0.0052	-0.0052	0.0136
O	37.6168	-0.2661	21.6546	0.013	0.046	-0.0081
O	25.8397	15.4331	20.5597	-0.0182	-0.0213	0.0431
O	-11.4366	3.1909	19.568	0.0111	-0.0158	0.0009
O	43.2791	-51.4057	26.2905	0.0167	0.0162	-0.0012
O	10.1039	0.5477	21.9055	0.0114	-0.0071	-0.0082
O	21.1759	17.3755	13.2552	0.0017	0.0051	0.0436
O	-22.3249	-6.0146	21.7103	0.0091	0.0033	-0.0044
O	22.5969	-17.3361	24.3241	0.0347	0.0301	-0.0071
O	21.0843	19.6137	14.6537	-0.0062	0.0239	0.0206
O	7.854	12.0438	23.2878	-0.0008	-0.0016	-0.015
O	6.5993	3.2356	15.7189	-0.0009	0.0028	0.0091
O	3.8252	23.2882	18.1791	0.0002	0.0085	0.0042
O	4.965	6.9558	23.3036	-0.0218	-0.0026	0.0106
O	45.0214	-34.2406	21.3455	-0.0202	0.0127	-0.0058
O	29.6153	9.4689	22.9921	0.0076	0.0258	0.0054
O	46.3891	-13.9968	27.4084	-0.0029	-0.0149	0.0471
O	-6.6544	4.4173	14.8498	0.0053	-0.0071	0.0261
O	45.889	-40.4866	13.5509	0.0621	0.0033	0.0902
O	26.3488	-10.2643	11.6573	0.0304	-0.0077	-0.0066
O	7.8561	7.6147	13.626	0.0038	0.0131	0.0177
O	-5.4358	-22.3852	19.0822	0.0115	0.0324	0.0046
O	27.8958	2.9034	11.803	0.0172	0.0215	-0.0322
O	28.5253	0.7761	13.2268	0.0564	-0.0163	0.013
O	32.6557	0.7309	26.9449	-0.0338	-0.0625	0.0383
O	23.4357	-18.9797	18.0641	-0.0035	0.0091	0.0143
O	7.5794	9.8017	11.6969	0.006	-0.0226	-0.025
O	19.5193	16.0245	20.0037	0.028	-0.0226	0.0363
O	23.9562	16.7815	21.7974	-0.0132	-0.0102	0.0067
O	45.3988	0.7156	22.6746	-0.029	-0.0076	-0.0179
O	-5.3949	-5.7539	10.4374	-0.1936	0.0883	0.0912
O	0.2256	40.0159	20.5539	-0.0079	-0.0134	0.013
O	-6.6048	-3.0763	17.4326	-0.0069	0.0081	-0.0134
O	29.0459	7.2232	21.7401	-0.0124	-0.0099	0.0301
O	26.5107	-2.6828	20.1734	0.0416	0.0107	0.0074
O	32.506	-32.772	15.9293	-0.0038	-0.0053	0.0075
O	16.6588	27.5698	16.5832	0.0043	-0.0264	-0.0096
O	-0.8804	-52.2228	23.8136	0.0081	0.0205	-0.0208
O	5.2945	-8.728	22.8216	0.0247	0.0236	0.0071
O	-2.7214	1.349	27.1233	-0.0752	-0.1065	0.1225
O	8.9874	10.6194	18.1123	0.0168	0.0127	-0.0012
O	50.0582	21.5314	25.0359	0.0283	-0.0217	-0.0177
O	-18.2172	15.624	12.1047	0.1105	0.2624	-0.0095
O	-39.282	-8.9234	13.8707	0.0068	0.0053	0.0264
O	22.5648	-0.3921	13.4218	-0.0459	-0.0333	0.0397
O	5.6563	3.7799	25.0814	-0.0134	0.0252	-0.0433
O	9.1056	4.8759	24.6799	-0.008	0.0367	0.0112
O	24.5154	14.4706	25.7144	-0.0179	0.0387	0.0017
O	-14.2872	3.9986	9.7585	0.1337	0.0338	-0.1041
O	41.5943	2.8722	21.5456	0.0012	-0.0064	-0.0094
O	5.4535	-9.0695	20.2049	0.0052	-0.0089	-0.0087
O	42.4873	-25.2275	25.1808	-0.0053	-0.0093	0.0101
O	8.6419	9.1056	20.3932	-0.0014	0.0163	-0.02
O	9.02	-15.3157	15.7868	0.0077	0.0244	-0.015
O	31.1932	40.7225	18.0796	0.0113	0.0233	0.0267
O	1.2009	-16.2343	26.7614	0.0047	-0.0171	-0.0613
O	-40.8052	-8.4482	15.9715	-0.0037	0.0001	0.0265
O	24.1723	-13.8247	19.162	-0.0747	0.0193	0.0119
O	11.2157	18.0165	23.2084	0.0124	0.0215	-0.0042
O	40.654	36.5414	17.9705	0.0123	-0.0678	-0.0065
O	25.8122	-17.7809	17.9725	-0.0075	-0.0382	-0.0033
O	-3.5817	6.7365	24.3175	0.0241	-0.006	0.0299

Results
free energy: -151517.359 eV
free energy less fixed offsets of O -568.88, Si -635.61 eV per atom: 6.451 eV

The program warned: the cutoff lies below the one the program advises for these potential files; the forces do not sum to zero within the program's tolerance; the exchange-correlation potential is rough where the density is thin.
